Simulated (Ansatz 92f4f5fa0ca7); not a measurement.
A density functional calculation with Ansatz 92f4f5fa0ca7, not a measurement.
Periodic cell of 221 atoms, Si132O88H1, from a study of silicon, its oxide and their interface. The atomic structure is a simulated model.
Doubt: the cutoff is far below the 930 eV that the study's wrapper takes by default for these files, so forces and energies are approximate.
This geometry differs little from another in the collection (a relaxation step or a small displacement).

Settings: functional PBE; potential files Ansatz PAW; basis plane waves; wave-function cutoff 580 eV; density cutoff ratio 5; exchange-correlation grid ratio 1; k mesh 1 x 1 x 1, Gamma-centred; self-consistency stop 5e-08 eV per atom in the density residual; occupations fixed; spin none; net charge +1 e, with a uniform compensating background and no finite-size correction.

Cell vectors (angstrom)
a  10.938  0  0
b  0  10.938  0
c  0  0  32.1839

Atoms and the computed forces on them: element, x, y, z (angstrom), force x, y, z (eV/angstrom)
Si  0.1866  -0.1345  24.5209  -0.0009  0.0061  0.0016
Si  5.5886  -0.3101  24.7851  -0.003  -0.0039  -0.0005
Si  2.5143  3.0486  24.5096  -0.0052  -0.0085  -0.0152
Si  8.0793  2.9717  25.08  0.0049  0.0037  0.0057
Si  0.0395  5.1269  24.6955  0.0014  0.0043  -0.0007
Si  5.8196  5.1466  24.6749  0.0074  -0.0081  -0.0185
Si  2.4419  8.513  24.6265  0.0015  -0.002  -0.0123
Si  7.9885  8.5944  24.8174  -0.0068  0.008  -0.0031
Si  1.3988  1.41  25.8752  -0.0008  -0.0046  -0.0037
Si  6.7496  1.3311  26.0644  0.0004  -0.0023  0.0005
Si  4.0674  4.1606  25.9436  0.009  -0.0031  0.0032
Si  9.6153  4.1327  26.3341  -0.0075  -0.0027  0.0047
Si  1.2678  6.8472  25.8658  -0.0012  -0.003  -0.0003
Si  6.8552  6.8564  25.9776  0.0028  0.002  0.005
Si  4.0266  9.5068  26.1043  0.0124  -0.0043  0.0048
Si  9.5865  9.731  26.0574  -0.0019  0.0065  -0.0038
Si  2.7147  0.0485  27.375  -0.0032  0.0013  -0.0028
Si  8.1802  0.0592  27.4395  -0.0029  -0.0044  -0.0041
Si  0.067  2.6567  27.4393  -0.0007  0.0053  -0.0021
Si  5.3957  2.7566  27.3795  0.0028  0.0047  -0.0046
Si  2.6968  5.5365  27.3263  -0.008  0.0054  0.0049
Si  8.178  5.5538  27.4659  0.0009  -0.0026  -0.0072
Si  -0.032  8.2165  27.3514  0.0029  -0.0032  0.0009
Si  5.4559  8.1574  27.4038  -0.0036  0.0063  -0.0077
Si  4.1018  1.3673  28.7656  -0.2315  0.1274  0.0825
Si  9.5708  1.3673  28.7656  0.1074  0.0288  0.4626
Si  1.3673  4.1018  28.7656  0.354  0.0595  -0.1876
Si  6.8362  4.1018  28.7656  -0.272  0.0375  -0.1303
Si  4.1018  6.8362  28.7656  -0.2054  -0.1982  0.0475
Si  9.5708  6.8362  28.7656  0.0922  0.5835  0.3614
Si  1.3673  9.5708  28.7656  -0.0968  0.0611  -0.3609
Si  6.8362  9.5708  28.7656  -0.0242  -0.1746  -0.0781
Si  0  0  30.1329  -0.1294  -0.117  0.0297
Si  5.469  0  30.1329  -0.0045  -0.015  -0.0559
Si  2.7345  2.7345  30.1329  0.1208  0.079  0.0298
Si  8.2035  2.7345  30.1329  0.1189  0.0326  -0.0314
Si  0  5.469  30.1329  -0.0147  -0.007  -0.0627
Si  5.469  5.469  30.1329  -0.0919  -0.1356  0.0214
Si  2.7345  8.2035  30.1329  0.0421  0.027  -0.0511
Si  8.2035  8.2035  30.1329  0.1232  0.0387  0.0517
Si  1.3673  1.3673  31.5001  -0.0192  0.0477  -0.0508
Si  6.8362  1.3673  31.5001  -0.0197  -0.0233  -0.0323
Si  4.1018  4.1018  31.5001  -0.0152  -0.0424  0.0188
Si  9.5708  4.1018  31.5001  -0.0476  0.0374  -0.0024
Si  1.3673  6.8362  31.5001  0.0121  0.0075  -0.0341
Si  6.8362  6.8362  31.5001  0.0003  0.0403  -0.0428
Si  4.1018  9.5708  31.5001  -0.0163  0.0047  -0.0057
Si  9.5708  9.5708  31.5001  -0.0337  0.0296  0.0186
Si  2.7345  0  0.6835  -0.0159  0.0058  0.0272
Si  8.2035  0  0.6835  0.0556  0.0164  0.0099
Si  0  2.7345  0.6835  -0.0128  -0.0393  0.0259
Si  5.469  2.7345  0.6835  0.0542  -0.0209  0.0038
Si  2.7345  5.469  0.6835  0.0042  -0.0095  0.0002
Si  8.2035  5.469  0.6835  0.018  -0.037  0.0344
Si  0  8.2035  0.6835  -0.0146  -0.0232  -0.0019
Si  5.469  8.2035  0.6835  0.0261  -0.0166  0.0285
Si  4.1018  1.3673  2.0507  0.0315  0.095  0.0338
Si  9.5708  1.3673  2.0507  -0.0711  -0.0487  -0.0109
Si  1.3673  4.1018  2.0507  0.0814  0.0429  -0.0101
Si  6.8362  4.1018  2.0507  -0.082  -0.066  0.0146
Si  4.1018  6.8362  2.0507  -0.1099  -0.0414  0.0196
Si  9.5708  6.8362  2.0507  0.0326  0.0853  0.0281
Si  1.3673  9.5708  2.0507  -0.0609  -0.0305  0.0171
Si  6.8362  9.5708  2.0507  -0.0425  0.0065  -0.003
Si  0  0  3.418  -0.3298  -0.1499  -0.3243
Si  5.469  0  3.418  0.3008  -0.0785  0.1063
Si  2.7345  2.7345  3.418  0.3308  0.5251  -0.2517
Si  8.2035  2.7345  3.418  0.0032  -0.0609  0.1352
Si  0  5.469  3.418  0.1691  0.001  0.2553
Si  5.469  5.469  3.418  -0.1092  -0.4304  0.0252
Si  2.7345  8.2035  3.418  -0.0692  -0.2192  -0.1372
Si  8.2035  8.2035  3.418  0.0601  -0.0226  0.0247
Si  1.3621  1.3883  4.6718  0.0124  0.008  0.0307
Si  6.8635  1.3403  4.8241  0.0003  0.001  -0.0039
Si  4.1298  4.0752  4.8647  0.0014  -0.0147  0.0015
Si  9.5787  4.0907  4.7921  0.0025  -0.0008  -0.0025
Si  1.3909  6.8401  4.8296  0.0023  0  -0.0043
Si  6.8864  6.7457  4.7602  0.0037  0.0117  0.0058
Si  4.1261  9.5173  4.7482  0.0124  0.0011  0.0034
Si  9.5613  9.5679  4.8024  0.0017  0.0033  0.0073
Si  2.6652  -0.0554  5.9379  -0.0416  -0.0268  -0.0652
Si  8.2037  -0.0124  6.2431  0.0123  0.0103  -0.0062
Si  0.0315  2.7022  6.0826  0.0003  -0.0148  -0.0098
Si  5.4612  2.5771  6.2588  -0.0214  -0.003  -0.0098
Si  2.7416  5.5075  6.2886  -0.0012  0.0049  -0.0035
Si  8.187  5.3636  6.2179  -0.0028  -0.0039  -0.0058
Si  -0.0407  8.1514  6.1709  -0.0247  -0.0303  -0.029
Si  5.4913  8.1061  6.0897  -0.0285  -0.0203  -0.0181
Si  3.7135  1.3677  7.4361  -0.0145  0.1492  0.0676
Si  9.9089  1.1279  7.4446  0.0084  0.0054  0.0026
Si  1.6254  3.7852  7.4386  0.0198  -0.03  0.0368
Si  6.6564  4.1217  7.574  0.0004  0.0022  0.0231
Si  4.5245  6.5088  7.5682  0.0238  -0.0104  0.0134
Si  9.2858  7.0315  7.4719  0.0025  0.0027  0.0181
Si  1.1561  9.7962  7.3132  0.0288  0.0664  0.0485
Si  7.0086  9.2407  7.4118  0.0102  -0.0101  0.0259
O  1.2518  4.101  24.1028  0.002  -0.0014  0.0036
O  6.7795  9.5933  24.2483  0.0066  -0.0056  -0.0001
O  2.9274  2.7979  7.526  0.0205  -0.0809  -0.0084
O  8.1634  8.1758  7.9031  -0.0026  0.0023  -0.0058
O  5.5752  5.3298  8.035  -0.0122  0.0306  -0.0273
O  0.0879  -0.0119  7.922  -0.0079  -0.0165  -0.0074
O  5.3522  5.5241  23.1408  -0.0009  -0.0014  0.0143
O  10.5191  0.4953  23.0796  0.0059  -0.0076  0.0046
O  2.1925  9.3768  8.5563  -0.0031  -0.0166  -0.0018
O  1.2339  3.9096  9.0322  0.0318  -0.0077  -0.0231
O  9.4866  1.988  8.7678  -0.0011  -0.0003  0.0014
O  7.6124  9.9547  12.0603  -0.0025  -0.0016  -0.0014
O  3.5068  0.7644  8.996  0.0033  0.0032  -0.0114
O  4.3606  7.3337  9.3781  0.0021  -0.0038  -0.0006
O  7.2528  3.3718  8.9266  -0.0036  0.0062  -0.0096
O  9.8572  6.499  8.9255  -0.0045  0.001  -0.0116
O  3.3419  2.4581  23.1676  -0.0065  0.0077  0.009
O  4.6592  0.1796  23.5185  0.001  0.0004  0.0021
O  9.2037  2.488  23.9977  -0.0009  0.004  0.0023
O  9.8215  5.5792  23.5646  0.005  -0.0053  0.0029
O  19.8879  8.1275  23.562  -0.0035  0.001  0.0057
O  3.2859  7.9719  23.3163  -0.0028  0.0018  0.0079
O  6.9873  4.0069  24.4024  -0.0065  0.006  -0.0003
O  1.3137  9.6402  24.12  0.0004  0.0002  0.0036
Si  3.8436  6.3993  10.789  -0.0002  -0.0059  0.0213
Si  9.1114  4.2687  14.6413  -0.0021  -0.0012  0.0015
Si  7.4383  8.335  11.9592  0.0086  0.0012  0.008
Si  4.2088  1.2747  22.3959  0.0042  -0.0036  -0.0024
Si  17.1316  3.8342  14.271  0.0002  -0.0017  -0.0013
Si  2.741  -0.4513  20.163  -0.001  -0.0005  -0.0017
Si  7.1794  4.1555  19.4851  0.0005  -0.0013  -0.0021
Si  14.0132  6.6373  16.4858  -0.0001  0  0.001
Si  1.9349  4.1951  10.4795  -0.0102  -0.0229  -0.0057
Si  5.6992  16.2015  16.7778  0  -0.0005  -0.0005
Si  3.776  9.7505  17.296  0.0001  -0.0006  -0.0007
Si  10.252  4.4539  11.7128  0.0009  -0.0035  0.0036
Si  10.9146  6.5178  16.0815  -0.0005  -0.0001  0.0012
Si  7.9813  1.6112  14.5419  -0.0009  0.0014  -0.0003
Si  2.7956  10.393  9.7005  -0.0212  0.0052  0.0002
Si  9.1216  6.7822  22.6636  0.0012  0.0007  -0.0065
Si  11.187  -1.1408  11.2246  -0.0027  0.0025  0.0027
Si  3.589  -3.2702  13.7624  0  0.0021  0.0099
Si  5.2227  8.7605  9.9217  0.0141  0.0079  0.0059
Si  9.5704  1.7669  22.6032  -0.0057  -0.0021  -0.0041
Si  11.9321  -0.4265  16.6205  0  0.0001  0.0006
Si  8.4316  2.642  9.8199  0.0063  -0.0127  0.0042
Si  -0.4271  8.2397  18.4217  -0.0009  0.0007  -0.0015
Si  11.7545  -2.0315  14.178  -0.002  0.0003  0.0022
Si  4.7238  3.8227  11.6084  -0.0122  -0.0038  0.0021
Si  6.0203  6.0821  21.7535  0.0006  -0.0005  -0.0034
Si  6.4769  7.7305  14.754  0.0009  -0.0004  0.0032
Si  11.5405  6.5167  20.7073  0.0008  -0.0006  -0.003
Si  11.0982  1.0835  18.8662  -0.0006  -0.0002  -0.0014
Si  14.2242  7.6895  21.7004  -0.0012  0.0013  -0.0039
Si  6.9638  1.3666  20.8114  0.0003  -0.0008  -0.002
Si  9.9725  7.1973  10.4018  -0.0004  0.0005  0.0053
Si  -0.6428  3.686  20.2081  -0.0014  -0.0001  -0.0032
Si  8.4527  -0.6122  19.1525  -0.0006  -0.0001  -0.0008
Si  6.8425  10.2188  16.4057  0.001  0.0007  0.0004
Si  8.5637  0.3282  11.8194  0.0028  0.0034  0.0002
O  13.3726  8.7961  13.9467  0.0012  -0.0004  -0.0017
O  7.7307  -0.7577  17.7316  0.0004  -0.0002  0.0003
O  6.0288  8.1146  11.1465  -0.0139  -0.0026  -0.0131
O  1.6159  10.6114  10.8084  0.0046  -0.0005  -0.0044
O  5.002  -5.6632  10.8711  0.0034  0.0114  -0.0021
O  9.9975  7.2009  17.2589  0.0004  -0.0001  -0.0001
O  6.2558  4.9512  20.5906  -0.0015  0.0023  0.0015
O  6.6437  13.2558  13.926  -0.0005  0.0008  -0.0008
O  3.5868  7.1819  12.1843  0.0029  -0.0042  -0.0173
O  2.4183  5.7727  10.33  0.0017  0.0075  -0.0049
O  7.5755  4.7601  14.2548  0.0008  0.0005  -0.0006
O  11.4246  -1.5986  17.6372  0.0004  0  0
O  9.8946  4.1636  13.2395  0.0022  0.0008  -0.0025
O  0.6176  7.4534  19.3811  0.001  -0.0008  0.0009
O  6.9578  2.5269  19.6344  -0.0001  -0.0005  0
O  12.4313  6.2054  16.6943  0.0003  -0.0001  -0.0001
O  17.2252  6.5314  15.8651  0.0004  0.0011  -0.0012
O  13.0248  6.5965  21.4027  0.0008  -0.0001  0.0005
O  3.2816  0.6437  21.2307  0.0005  0.0016  0.0012
O  0.7917  3.8091  11.5442  0.0008  0.0044  -0.005
O  7.2197  -0.1346  20.1488  -0.0003  0.0007  0
O  8.1598  1.3918  21.912  0.0021  -0.0001  0.0001
O  -1.6676  8.8912  19.2934  0  0.0003  -0.0003
O  2.7802  9.0418  20.9276  0.0006  -0.0016  0.0005
O  12.2327  0.2027  19.6906  0.001  -0.0006  0.0004
O  6.0932  9.5302  8.7994  0.0002  -0.0028  -0.0028
O  8.5536  7.7273  10.9704  -0.0006  -0.0006  -0.0022
O  8.8183  0.9571  13.3  0.0006  -0.0011  0
O  7.3913  11.5135  15.6144  -0.0004  -0.0008  0.0005
O  5.694  2.6079  11.1949  -0.0463  -0.12  -0.2213
O  2.6177  -0.3536  16.5101  0.0001  -0.0001  -0.0006
O  3.2257  14.3231  11.0825  -0.0049  0.0105  0.0015
O  -6.7723  5.6606  17.2445  -0.0002  0.0001  -0.0008
O  11.1254  7.5299  14.7984  0.0007  0.0009  -0.0016
O  4.0327  9.6793  10.4955  0.001  -0.004  0.0011
O  3.4383  8.1519  17.036  -0.0001  -0.0004  -0.0003
O  10.016  5.224  15.6115  -0.0002  -0.0003  0
O  10.2896  2.8419  21.6169  0.0019  0.0011  0
O  5.024  15.1257  13.1769  0.0002  0.005  -0.0037
O  4.826  7.1678  21.2796  0.0002  -0.0002  -0.0003
O  11.0294  2.6871  19.1409  0.0001  0.0006  -0.0002
O  8.9335  2.7517  15.2621  0.0007  0.0005  -0.0002
O  3.7046  -0.7177  18.8611  -0.0002  0.0002  0.0007
O  5.591  1.6922  21.6333  -0.0021  0.0007  0.0003
O  5.2407  10.1856  16.7224  -0.0005  0  -0.0001
O  7.915  1.401  10.7626  0.0009  0.0036  -0.0019
O  9.6039  0.5383  19.2535  0  0.0004  -0.0005
O  17.6133  4.7912  18.029  0.0006  -0.0007  -0.0002
O  7.5907  6.5333  22.0845  0.0038  0.0001  0.002
O  -5.8946  -2.665  14.1585  -0.0016  -0.0002  -0.0026
O  7.3727  -3.4239  13.3718  0.0004  0.0008  -0.0034
O  11.382  -0.7517  15.1217  0.0004  -0.001  -0.0012
O  10.2565  7.0944  21.5466  -0.0022  -0.0001  0.0012
O  9.1451  3.7993  10.7118  -0.0039  -0.0003  -0.0008
O  8.8161  -6.6478  19.7381  0.0008  0  -0.0003
O  0.4252  11.899  17.2473  0.0004  -0.0001  -0.0007
O  16.5029  3.9843  15.7653  -0.0007  -0.0004  -0.0022
O  11.1138  -1.7386  12.728  0.0004  -0.0002  -0.0026
O  11.2908  4.9517  20.3689  0.0013  0.0015  0.0001
O  0.049  8.4771  10.265  0.0024  -0.0009  -0.0043
O  10.4573  6.0478  11.4326  0.001  0.0009  -0.0011
O  9.9651  -0.0871  11.1009  0.0014  -0.0023  -0.0009
O  14.2347  6.4806  14.8467  0.0005  -0.0004  -0.0031
O  7.2401  8.9238  15.5187  -0.0002  -0.001  -0.0014
H  5.4122  2.0611  10.4405  0.0364  0.1049  0.2181

Results
free energy: -133979.679 eV
free energy less fixed offsets of H -15.97, O -568.88, Si -635.61 eV per atom: -1.749 eV

The program warned: the cutoff lies below the one the program advises for these potential files; the forces do not sum to zero within the program's tolerance; the exchange-correlation potential is rough where the density is thin.
